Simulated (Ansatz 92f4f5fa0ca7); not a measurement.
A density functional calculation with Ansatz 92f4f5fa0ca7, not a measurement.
Periodic cell of 357 atoms, Si241O116, from a study of silicon, its oxide and their interface. The atomic structure is a simulated model.
Doubt: the cutoff is far below the 930 eV that the study's wrapper takes by default for these files, so forces and energies are approximate.
This geometry differs little from another in the collection (a relaxation step or a small displacement).

Settings: functional PBE; potential files Ansatz PAW; basis plane waves; wave-function cutoff 580 eV; density cutoff ratio 5; exchange-correlation grid ratio 1; k mesh 1 x 1 x 1, Gamma-centred; self-consistency stop 5e-08 eV per atom in the density residual; occupations fixed; spin none; net charge 0.

Cell vectors (angstrom)
a	11.6015	0	0
b	0	13.3963	0
c	0	0	40.8273

Atoms and the computed forces on them: element, x, y, z (angstrom), force x, y, z (eV/angstrom)
Si	0	2.2327	1.1851	-0.0073	0.002	-0.015
Si	3.8672	2.2327	1.1851	-0.0183	-0.0776	0.0304
Si	7.7343	2.2327	1.1851	-0.0049	-0.0649	-0.0431
Si	1.9336	5.5818	1.1851	-0.0438	0.035	-0.0582
Si	5.8008	5.5818	1.1851	0.0905	0.0457	0.087
Si	9.6679	5.5818	1.1851	0.0324	-0.0178	0.022
Si	0	8.9308	1.1851	-0.0081	0.0789	0.0339
Si	3.8672	8.9308	1.1851	-0.0151	0.0417	-0.0324
Si	7.7343	8.9308	1.1851	0.024	0.0316	0.0467
Si	1.9336	12.2799	1.1851	-0.0203	0.0081	0.0178
Si	5.8008	12.2799	1.1851	-0.0059	-0.0171	-0.0167
Si	9.6679	12.2799	1.1851	0.0303	-0.0206	-0.0199
Si	1.9336	1.1164	1.9745	0.0544	0.04	0.0027
Si	5.8008	1.1164	1.9745	0.1213	0.0778	0.0003
Si	9.6679	1.1164	1.9745	-0.0597	0.0214	0.004
Si	0	4.4654	1.9745	0.0707	0.024	0.0083
Si	3.8672	4.4654	1.9745	-0.2081	-0.0084	-0.0805
Si	7.7343	4.4654	1.9745	-0.0755	0.0286	-0.0264
Si	1.9336	7.8145	1.9745	0.175	-0.1217	-0.0153
Si	5.8008	7.8145	1.9745	-0.1044	-0.049	-0.0228
Si	9.6679	7.8145	1.9745	-0.022	0.0114	-0.0174
Si	0	11.1635	1.9745	-0.0694	-0.0208	0.0255
Si	3.8672	11.1635	1.9745	0.1165	-0.0437	-0.0168
Si	7.7343	11.1635	1.9745	-0.0597	0.0113	-0.0083
Si	1.9336	1.1164	4.3426	-0.0762	-0.0234	-0.4952
Si	5.8008	1.1164	4.3426	0.3198	0.1216	-0.155
Si	9.6679	1.1164	4.3426	-0.0162	0.0697	-0.3866
Si	0	4.4654	4.3426	0.0036	0.0018	-0.6718
Si	3.8672	4.4654	4.3426	-0.4776	0.0349	1.2392
Si	7.7343	4.4654	4.3426	-0.4209	0.1383	0.0282
Si	1.9336	7.8145	4.3426	0.4318	-0.2152	-0.0257
Si	5.8008	7.8145	4.3426	-0.1753	-0.117	0.433
Si	9.6679	7.8145	4.3426	-0.0619	0.0331	0.2334
Si	0	11.1635	4.3426	-0.2476	-0.1406	-0.4384
Si	3.8672	11.1635	4.3426	0.3158	-0.082	-0.2812
Si	7.7343	11.1635	4.3426	-0.0952	0.0039	0.0804
Si	0	0	36.4868	-0.1637	0.0086	-0.0625
Si	3.8672	0	36.4868	-0.2254	-0.1001	0.1588
Si	7.7343	0	36.4868	0.3381	-0.2246	-0.1595
Si	1.9336	3.3491	36.4868	0.0171	0.0952	0.3798
Si	5.8008	3.3491	36.4868	0.001	-0.0468	0.241
Si	9.6679	3.3491	36.4868	-0.1696	-0.2044	0.0303
Si	0	6.6981	36.4868	-0.0174	0.3806	0.1448
Si	3.8672	6.6981	36.4868	0.0361	0.2292	-0.0104
Si	7.7343	6.6981	36.4868	-0.0898	0.1157	-0.128
Si	1.9336	10.0472	36.4868	0.1206	0.0361	-0.0298
Si	5.8008	10.0472	36.4868	0.1647	-0.0195	-0.2429
Si	9.6679	10.0472	36.4868	0.1077	-0.0183	-0.3555
Si	0	0	38.8549	-0.0819	-0.0074	0.0171
Si	3.8672	0	38.8549	-0.0819	-0.0439	0.0147
Si	7.7343	0	38.8549	0.1193	-0.0805	0.0002
Si	1.9336	3.3491	38.8549	0.0106	0.048	0.0012
Si	5.8008	3.3491	38.8549	0.0161	-0.0467	-0.0103
Si	9.6679	3.3491	38.8549	-0.0626	-0.1186	-0.0032
Si	0	6.6981	38.8549	0.0052	0.1634	0.0062
Si	3.8672	6.6981	38.8549	0.0028	0.1031	-0.0095
Si	7.7343	6.6981	38.8549	-0.0009	0.0523	0.0234
Si	1.9336	10.0472	38.8549	0.0361	0.0389	0.004
Si	5.8008	10.0472	38.8549	0.0502	0.0046	0.0024
Si	9.6679	10.0472	38.8549	0.0495	0.0365	0.037
Si	0	2.2327	39.6443	0.0075	0.0043	0.0074
Si	3.8672	2.2327	39.6443	0.0189	0.0546	0.0015
Si	7.7343	2.2327	39.6443	0.0058	0.0652	0.019
Si	1.9336	5.5818	39.6443	0.0304	-0.0402	0.0043
Si	5.8008	5.5818	39.6443	-0.0636	-0.0269	-0.0512
Si	9.6679	5.5818	39.6443	-0.0112	0.0146	-0.0522
Si	0	8.9308	39.6443	0.0155	-0.0721	0.0124
Si	3.8672	8.9308	39.6443	-0.0019	-0.0273	0.0107
Si	7.7343	8.9308	39.6443	-0.0337	-0.0213	-0.0332
Si	1.9336	12.2799	39.6443	0.0248	-0.0163	0.0139
Si	5.8008	12.2799	39.6443	0.0053	0.0114	-0.0406
Si	9.6679	12.2799	39.6443	-0.0217	0.0218	0.0366
Si	5.7402	-4.1292	21.398	0.0107	0.0048	0.0059
Si	3.8805	2.2754	32.7664	0.0094	-0.0034	0.0085
Si	12.3043	-6.416	24.4363	-0.0019	-0.0042	0.0083
Si	1.7919	7.753	29.3759	-0.0048	0.0027	0.0014
Si	7.6625	8.2546	19.157	0.0049	0.0016	0.011
Si	6.1153	-1.4463	30.0566	-0.0095	0.0031	0.0013
Si	5.5159	7.5756	29.1696	0.0046	0.0058	0.0054
Si	7.6269	3.0531	24.2576	0.0001	-0.0008	-0.0049
Si	9.6305	7.6419	23.1652	0.0012	0.0022	-0.0036
Si	0.2964	5.0654	19.8994	-0.0022	-0.0022	0.0031
Si	3.7327	9.0492	30.0148	0.0091	-0.0015	-0.0006
Si	9.9341	13.5174	27.7583	0.008	0.0102	-0.0045
Si	3.8757	-4.3806	32.4336	-0.0083	-0.0028	0.0078
Si	-0.0497	3.6553	30.4143	-0.0121	0.0136	-0.0107
Si	7.6296	-3.6597	23.5718	-0.0028	0.0067	0.0002
Si	6.7111	2.1465	30.4762	0.0058	-0.0129	0.0012
Si	9.6124	5.5484	32.5531	-0.0179	-0.0032	0.0086
Si	12.0931	1.8061	29.0961	0.01	0.0106	0.0164
Si	-1.7867	7.1998	29.4169	-0.0069	0.0075	-0.0018
Si	-1.1102	15.1312	25.0147	-0.0022	-0.0029	-0.0053
Si	2.7729	13.3194	30.3799	-0.0102	0.0132	0.0051
Si	-0.9911	5.835	26.8595	0.0026	-0.001	0.0038
Si	2.7857	11.5713	23.4072	0.0052	-0.002	0.0067
Si	9.5062	18.353	30.2039	0.0251	-0.0239	0.0082
Si	-0.0287	2.4753	32.5474	0.0098	-0.0083	0.0131
Si	3.6543	4.1428	27.1845	-0.0079	-0.0098	0.0164
Si	7.6328	2.2209	32.6284	0.0019	0.0016	0.0049
Si	1.9428	5.6175	32.6775	0.0068	0.003	0.0078
Si	5.7769	5.5875	32.5195	0.0077	-0.0058	-0.0115
Si	5.3136	6.8739	26.8627	0.0038	0.0119	-0.0003
Si	0.0031	8.9621	32.4689	-0.0063	-0.0025	0.0022
Si	2.7069	8.2722	26.4112	0.0096	-0.0023	-0.012
Si	7.7419	8.8586	32.3243	0.0036	0.0023	0.0092
Si	2.1031	12.4775	32.5388	0.0015	0.0015	0.0053
Si	5.9343	12.2823	32.4529	-0.0012	-0.0027	0.0019
Si	10.088	11.104	29.4739	0.0173	0.0117	0.0045
Si	1.8675	1.2598	33.3996	-0.0114	0.0043	0.01
Si	5.78	1.0634	33.4581	-0.0064	0.0045	0.0195
Si	9.6821	1.1499	33.1899	-0.0006	0.0132	0.0015
Si	-0.0253	4.589	33.4982	0.0039	-0.0034	0.0059
Si	3.8903	4.518	33.4295	-0.0078	-0.0009	0.0035
Si	7.6916	4.4714	33.3716	0.0096	0.0022	0.0044
Si	1.9592	7.8838	33.2935	0.007	-0.0017	0.0123
Si	5.7972	7.8507	33.248	0.001	-0.0011	-0.0003
Si	9.6563	7.826	33.2604	0.0017	0.0009	0.005
Si	0.1623	11.2085	33.2845	0.0017	-0.0054	0.0015
Si	3.9737	11.2305	33.2959	0.0034	-0.0061	0.002
Si	7.8542	11.1269	33.1966	-0.0128	-0.0156	0.0034
Si	1.9164	1.1356	35.7361	-0.0001	-0.0001	-0.0011
Si	5.8004	1.0907	35.7755	0.0015	-0.0085	0.0015
Si	9.6701	1.1148	35.6239	0.0019	-0.0048	0.0021
Si	-0.0095	4.4845	35.8003	-0.0039	0.0071	0.0051
Si	3.8707	4.4738	35.7544	0.0034	0.001	0.0033
Si	7.7262	4.4664	35.7204	-0.0009	-0.0008	-0.0028
Si	1.935	7.8273	35.6777	0.0021	0.0045	-0.0002
Si	5.7997	7.8177	35.6528	0.0017	0.0002	0.0122
Si	9.6624	7.8108	35.6608	-0.0012	0.0006	0.0059
Si	0.0261	11.1696	35.6732	0.0011	0.0078	0.0058
Si	3.8815	11.1653	35.6779	0.0032	0.0018	0.0069
Si	7.7492	11.1483	35.6292	0.0052	0.0079	0.0056
Si	0.0016	-0.0118	5.0323	-0.0042	0.0017	-0.0046
Si	3.8849	0.0017	5.0459	0.0015	-0.0026	0.0084
Si	7.7509	0.0016	5.1358	-0.0001	0.0037	-0.0092
Si	1.8062	3.2748	5.2424	-0.0061	-0.0043	-0.0115
Si	5.7911	3.3432	5.1655	0.0018	0.0006	-0.0024
Si	9.664	3.3747	5.0429	-0.0031	0.0013	-0.0033
Si	0.0209	6.6962	5.0834	-0.0001	0.0018	-0.002
Si	3.8712	6.7009	5.3005	0.0041	-0.0012	-0.0047
Si	7.7312	6.7035	5.166	-0.0017	-0.0005	-0.008
Si	1.9346	10.0511	5.0194	0.0009	0.0008	-0.0044
Si	5.7997	10.0349	5.1798	-0.0061	-0.0063	0.0011
Si	9.6623	10.0628	5.1357	-0.0009	0.0013	0.0011
Si	0.1043	0.2111	7.334	0.017	-0.0045	-0.0023
Si	3.9403	0.0086	7.3545	-0.0083	-0.0095	-0.0295
Si	7.8417	0.0415	7.5044	-0.0086	-0.0038	0.0033
Si	0.5542	2.5877	7.3373	-0.0122	-0.0025	-0.0017
Si	5.8889	3.3398	7.5572	0.0043	0.0075	-0.0113
Si	9.9033	3.4603	7.3488	0.017	0.0216	-0.0054
Si	0.108	6.7169	7.4155	-0.002	0.0101	0.0024
Si	3.8854	6.7466	7.8658	0.0068	0.0031	-0.0047
Si	7.7596	6.7301	7.5594	0.0116	-0.0067	-0.0025
Si	1.9158	10.1062	7.3153	-0.0123	0.0025	0.0032
Si	5.8049	10.0407	7.5868	-0.0042	0.0077	-0.0113
Si	9.6799	10.1713	7.505	0.0076	-0.0082	-0.0073
Si	1.9822	3.2783	9.0635	-0.0004	-0.0023	0.0083
Si	4.0707	2.0292	8.5548	0.0026	-0.0019	0.0113
Si	10.0342	-0.8529	10.7739	0	0.0121	-0.0061
Si	1.8807	5.7535	8.7616	-0.0116	0.0065	0.0116
Si	5.9262	5.5108	8.5528	0.0022	-0.0031	0.0039
Si	10.2545	5.7543	10.493	0.0071	0.0113	-0.0075
Si	0.0131	9.001	8.1107	0.0056	0.0085	-0.0097
Si	0.443	9.1156	10.4174	0.0098	-0.0105	-0.0103
Si	7.8026	8.9781	8.4068	0.0067	0.0034	0.0142
Si	1.9544	12.3668	8.0064	-0.0082	0.0005	0.0011
Si	5.9063	12.2846	8.2464	0.0126	-0.0049	0.0045
Si	9.8411	12.4579	8.3378	-0.001	-0.0034	0.0136
Si	0.1963	2.4058	15.2413	0.0049	-0.0052	-0.0024
Si	8.0903	2.5993	10.5284	0.0019	-0.0024	-0.003
Si	7.9697	2.2988	8.19	-0.0079	-0.0103	0.0049
Si	2.3952	-0.9199	10.2901	0.0131	0.0064	-0.0058
Si	3.8613	9.3495	12.275	-0.005	-0.0103	0
Si	6.1338	-1.0401	10.625	0.002	0.0016	-0.0068
Si	1.4445	4.255	13.5367	0.0011	-0.0055	0
Si	3.7453	9.1315	8.4475	0.0087	-0.0058	-0.0028
Si	7.2243	10.6677	14.8204	0.0017	0.0082	0.0006
Si	1.4375	13.4482	13.7053	0.0088	0.0058	0.0059
Si	10.2323	10.3361	14.8427	-0.0043	0.0061	0.013
Si	12.446	6.7732	10.6984	0.0029	-0.01	0.016
Si	-1.8824	2.0855	17.1183	-0.005	-0.0023	-0.0045
Si	6.0244	6.3368	15.4976	-0.0058	-0.0099	-0.0023
Si	6.1501	-3.3292	11.8378	0.0123	0.0227	0.0008
Si	2.0625	6.9087	12.7145	-0.0146	-0.0049	-0.0351
Si	-1.8277	5.6729	8.1782	-0.0051	-0.0093	-0.0041
Si	7.9746	0.2653	11.4363	-0.0051	-0.0062	0.0095
Si	-1.48	10.225	11.557	-0.0041	-0.0019	0.0051
Si	10.1844	3.4894	11.139	-0.0145	0.012	0.0028
Si	7.4806	2.6953	15.3392	0.004	-0.0078	-0.007
Si	-4.7736	4.8154	10.7938	-0.014	-0.004	0.0014
Si	8.0446	8.9298	10.8297	-0.0069	-0.001	-0.0185
Si	4.2475	5.0761	17.588	-0.0003	-0.0001	-0.0022
O	4.9786	-25.0768	18.5589	0.0028	-0.0034	0.005
O	14.3785	-16.9234	26.6528	-0.0038	0.0011	0.0137
O	19.5139	14.7645	14.5331	0.0005	-0.0025	0.0062
O	5.1593	-0.795	17.8208	-0.0064	0.0049	-0.0005
O	0.6047	14.2639	14.8728	-0.0013	-0.0018	0.0035
O	1.2153	2.2623	27.6925	0.0083	-0.0114	0.0018
O	2.0848	-19.2629	27.7347	-0.0006	-0.0032	0.0091
O	2.5353	-3.4305	23.1112	0.0006	-0.0081	0.0002
O	-7.6844	30.3671	17.0496	0.0024	0.0005	0.0017
O	-8.681	0.7456	13.6788	0.0024	-0.0027	0.0049
O	8.8656	0.7975	20.9201	-0.0003	0.0046	-0.0056
O	1.6301	-7.3727	23.4879	0.0071	0.0037	-0.0041
O	-16.9848	-3.075	16.0535	-0.0006	-0.0056	0.0031
O	9.5257	0.5358	16.6183	0.0039	0	0.0049
O	20.2716	-3.3857	15.1898	0.0048	-0.0006	-0.0037
O	-15.5786	6.3138	15.0906	0.0064	0.0006	0.0065
O	7.3835	12.2703	14.6106	0.0042	-0.0087	0.0075
O	13.0014	27.3726	29.7031	0.0064	-0.0133	0.0028
O	10.6157	1.2044	28.76	-0.0057	-0.008	0.0046
O	-0.4095	-17.6453	15.4164	0.0016	-0.0055	-0.0045
O	-12.6687	12.0097	28.124	0	-0.0098	0.0095
O	16.1641	18.8293	26.7898	0.0073	0.003	-0.0011
O	1.6086	3.157	12.3396	0.0004	-0.0065	-0.0039
O	7.4106	-1.2162	25.2198	-0.001	0	0.0189
Si	4.228	1.9859	30.4867	-0.0003	0.0124	0.0013
Si	7.1776	0.1998	13.6796	0.0023	-0.0017	-0.0082
Si	12.3928	16.9084	26.7314	-0.0003	0.015	0.0015
Si	4.818	2.2477	17.0235	0.0024	-0.0134	-0.0023
Si	-5.948	-4.4143	16.7908	0.0035	0.0047	0.0009
Si	1.7015	-8.0376	30.3584	-0.0033	-0.0075	0.0052
Si	1.3434	-16.4017	19.3898	-0.0036	-0.0006	0.0036
Si	-8.0337	-9.2746	29.5415	0.0146	0.0055	-0.0099
Si	1.4564	-0.2062	18.6368	0.0046	-0.0014	-0.0037
Si	2.635	-3.297	10.461	-0.0011	0.0078	-0.0047
Si	-1.4432	4.1598	13.3811	0.0015	-0.0174	0.0026
Si	-10.1151	6.5238	17.3368	0.0023	-0.0002	0.0085
Si	6.6911	17.1353	21.3223	-0.0068	-0.0004	0.0055
Si	2.6523	8.8648	21.8616	0.0148	0.0095	0.0017
Si	-2.7856	19.5161	13.9326	-0.0171	0.0002	-0.0245
Si	6.0976	15.8663	26.8601	-0.0034	-0.0047	-0.0124
Si	11.5099	7.6323	14.8752	0.011	0.0006	0.0053
Si	-0.244	-4.474	30.0816	0.0118	-0.0044	0.0066
Si	-1.9788	12.8827	21.5076	0.0007	-0.0067	0.0072
Si	-6.0401	4.2002	13.5469	0.0029	-0.0201	0.0039
Si	-15.0152	1.5397	19.6557	-0.0018	-0.001	0.007
Si	19.2782	-18.4975	29.8958	-0.0069	0.0013	-0.0019
Si	4.3411	27.3166	10.428	-0.003	-0.0082	0.0126
Si	4.2947	1.4737	13.2506	0.0023	-0.002	-0.0116
Si	8.953	-7.4825	20.5563	0.0061	-0.0013	0.0121
Si	-9.7467	2.3522	20.5352	0.0057	-0.0027	0.0047
Si	7.7946	-2.8983	29.1588	-0.0105	-0.0183	-0.0057
Si	-1.756	12.2613	32.4469	0.0026	0.015	0.0343
Si	-10.8139	-10.8718	11.0173	0.0163	0.0137	0.0036
Si	15.5678	12.9427	16.7419	-0.0004	0.0086	0.0004
Si	0.6326	13.7962	22.6477	-0.0017	-0.0014	0.0019
Si	0.5849	0.1362	11.4588	0.0007	-0.0194	-0.0001
Si	-6.114	5.4177	30.142	-0.015	-0.0016	0.0176
Si	18.5473	-12.9462	28.9016	-0.0092	0.0187	0.0246
Si	3.7881	-15.6951	26.3061	0.0104	-0.0044	-0.0132
Si	-1.8356	10.6938	19.2446	-0.0013	-0.0013	0.0051
Si	4.3149	4.3898	20.732	0.0078	-0.0051	-0.0021
Si	-6.243	-1.1337	21.6581	0.0079	-0.0062	0.0066
Si	7.6305	-1.3586	23.5734	0.0006	-0.0087	-0.0026
Si	3.895	-1.9005	29.2843	0.0047	-0.0156	-0.0071
Si	-16.2513	10.8051	26.0419	-0.0037	-0.0013	-0.0244
Si	10.34	12.5658	16.9805	0.0002	-0.0026	0.0027
Si	-4.3223	-9.3177	29.3273	-0.0025	0.0005	0.0035
Si	2.8155	-2.4333	14.8611	-0.0008	0.0143	0.0038
Si	-3.5913	-7.4511	25.3885	0.0034	-0.0025	-0.0009
Si	8.3097	6.6079	11.5963	0.0143	-0.0026	0.0266
Si	-9.3754	6.4545	22.0075	-0.0026	-0.008	0.0058
Si	2.5745	9.4534	17.5609	0.0072	-0.0047	0.0035
Si	-5.9213	0.2875	18.9388	0.0003	-0.0011	0.0068
O	14.9377	29.8441	20.6823	-0.0024	-0.0033	0.0024
O	3.5796	-21.2505	21.6883	0.0008	0.0072	0.0088
O	-5.9416	4.5168	11.9528	0.0076	0.0039	-0.0137
O	-7.4063	8.8203	21.3114	-0.0111	-0.0044	0.0024
O	13.1224	1.588	21.9504	0.0007	-0.0016	0.0031
O	-2.5191	18.7954	26.4993	-0.0087	0.001	0.0017
O	1.0568	-5.6355	13.7107	-0.0007	0.0011	0.0135
O	-1.4585	14.0452	26.2135	0.0031	0.0013	-0.0011
O	3.9286	-1.3175	22.3723	0.0017	-0.0009	0.0014
O	-2.1301	6.8648	21.7639	0.0016	-0.0037	0.0029
O	-3.865	-8.3939	21.1596	0.0054	0.0036	0.0017
O	8.3727	0.0937	28.1792	0.0126	-0.0154	-0.0086
O	1.0428	-7.3021	20.927	0.0029	0.0021	0.0045
O	-9.3775	4.2014	26.3364	0.0035	-0.0028	0.0016
O	11.2731	-10.8762	16.7929	0.002	0.0008	0.0054
O	5.3319	10.661	26.0541	0.0087	0.0031	0.0091
O	-5.3343	15.9245	16.3835	-0.0005	0.0012	0.0038
O	7.5428	-3.876	25.2064	-0.0014	0.0011	0.0144
O	0.0163	-0.3342	17.8839	0.0005	-0.0009	0.0026
O	-18.0041	-0.0737	20.4438	0.0049	0.0028	-0.0077
O	-4.0749	-8.7463	24.5565	0	-0.0045	0.0051
O	-41.9988	-21.7288	19.217	0.0009	-0.0007	0.0024
O	-2.8141	6.9398	24.3654	0.0033	-0.0001	0.0057
O	16.7767	5.5672	14.332	-0.0021	0.0153	0.0118
O	2.2198	-3.3885	16.0467	-0.001	-0.0023	0.005
O	10.2679	-21.7193	20.0619	-0.0011	0.005	0.0017
O	6.7058	10.0774	13.4023	-0.0003	-0.0078	0.0031
O	11.4642	-20.6743	25.5124	0.0067	0.0047	0.0018
O	-1.2356	-2.9821	13.2016	0.0037	-0.001	-0.0007
O	7.3007	-12.9684	18.8341	0.0006	-0.0012	0.0023
O	-13.7763	-1.7902	17.9344	0.0024	-0.0033	0.0062
O	-7.3648	-4.126	17.5844	-0.0025	-0.0012	0.0038
O	1.6889	21.4188	25.1791	-0.0041	-0.0038	0.0016
O	29.9534	-11.1357	25.3799	0.0001	0.0001	0.0082
O	-4.451	-10.7096	20.1514	0.008	-0.0071	-0.0032
O	20.9587	2.176	18.7051	0.0034	-0.0015	0.0031
O	0.776	3.5301	20.1838	0.0025	0.0006	0.0018
O	9.4104	11.5491	20.5963	0.0039	-0.0016	-0.0003
O	25.7275	12.8703	17.4615	0.0128	0.0034	-0.0006
O	-27.2574	-2.659	27.5298	0.0033	0.0033	0.006
O	17.641	1.0369	27.6474	-0.0063	-0.0027	0.0059
O	-4.8464	20.1187	26.0865	-0.001	-0.0026	0.007
O	14.8459	-14.9689	24.9578	-0.0016	0.0004	0.0021
O	-23.4814	-3.1904	19.1606	0.0105	-0.0017	0.0011
O	27.447	-5.5673	26.0475	0.0031	-0.0084	0.0051
O	14.5801	19.3294	17.0406	0.0081	-0.004	0.0028
O	-4.5606	17.1445	14.1521	0.0004	0.0001	0.0015
O	6.797	8.3922	17.7922	0.0016	-0.0016	0.0034
O	-19.2223	11.9108	15.5047	-0.0025	-0.0045	0.0018
O	-17.5408	19.0056	16.9349	0.0042	-0.0022	0.0058
O	-9.0807	-7.9289	13.4014	0.0089	-0.0018	0.0141
O	19.9908	-6.6002	19.294	-0.0005	0.006	0.0018
O	-33.3603	-23.3497	14.966	0.0051	0.0007	0.0038
O	15.8563	-11.7406	11.6393	-0.0031	0.0137	0.0173
O	28.7678	0.5223	13.6293	0.002	-0.0026	0.007
O	11.3596	0.9793	23.8803	0.0023	-0.0012	0.0048
O	-1.5556	7.1283	14.3634	0.0018	0.0035	0.0079
O	-16.2373	2.9513	22.7566	-0.0007	-0.002	0.004
O	20.6287	-4.2539	22.9746	0.0098	-0.0129	-0.0002
O	3.47	-5.6549	12.4758	0.0008	-0.0056	0.0128
O	8.7344	-10.2837	16.2912	0.0077	0	0.0085
O	-11.7665	4.5921	27.5522	0.008	-0.0061	0.0055
O	-7.8609	11.973	27.6809	0.0004	0.0087	0.02
O	12.1141	6.6479	16.0331	-0.0045	0.0003	-0.008
O	5.4612	21.2589	15.6049	0.0035	0.0026	0.0047
O	-2.7954	22.7919	19.2298	-0.0046	-0.0092	-0.0004
O	6.3087	9.0106	22.9099	-0.0019	-0.0046	0.0018
O	13.1031	-27.6582	23.1757	-0.0016	0.001	0.005
O	4.4904	16.3923	13.8476	-0.0017	0.0031	0.0003
O	24.8383	-1.5086	14.2004	-0.0002	-0.0077	0.0037
O	-11.9979	13.2149	21.5291	0.0058	-0.0004	0.0035
O	6.4296	-0.5827	22.7595	0.0005	-0.0013	0.0004
O	1.6188	11.9844	19.7371	0.0026	-0.0013	0.0004
O	11.4686	2.9551	25.5173	-0.0013	-0.007	0.0024
O	-13.0892	-28.0704	30.7922	0.0032	-0.0086	-0.0235
O	11.5984	18.4181	13.407	0.0131	0.0018	-0.0004
O	10.5326	2.8051	14.2715	0.0014	-0.0009	0.0055
O	1.6992	-3.9327	20.6815	-0.0004	-0.0035	-0.0021
O	9.1468	-37.7676	24.355	0.0072	-0.0032	0.0074
O	-0.9408	-15.0607	15.6039	0.0007	-0.0019	-0.0011
O	-17.3111	-2.5429	21.0123	-0.0025	-0.001	0.0044
O	12.3066	5.5736	18.4011	-0.0003	-0.0021	0.0031
O	-19.0764	-12.3337	16.1542	0.0006	-0.0088	0.0121
O	10.4553	-19.663	27.8429	0.0051	0.0011	-0.0051
O	-28.1898	-5.0263	20.3904	0.0071	0.0011	-0.0046
O	-9.8076	-5.359	17.8565	0.0038	0.0008	0.0004
O	3.5356	23.4823	13.7097	0.0056	-0.0072	-0.0049
O	1.7582	-12.1595	19.3285	0.002	-0.0037	0.0019
O	-2.5468	-0.7478	23.0315	0.0047	-0.0016	0.0014
O	22.8172	-19.0023	23.5258	-0.0041	0.0001	-0.0003
O	18.5728	30.3987	27.7132	0.003	0.0018	0.0068
O	16.1291	-10.5291	26.6451	0.002	0.0009	0.0025

Results
free energy: -219167.630 eV
free energy less fixed offsets of O -568.88, Si -635.61 eV per atom: 4.460 eV

The program warned: the cutoff lies below the one the program advises for these potential files; the forces do not sum to zero within the program's tolerance; the exchange-correlation potential is rough where the density is thin.
